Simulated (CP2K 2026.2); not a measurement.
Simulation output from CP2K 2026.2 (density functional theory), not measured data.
Periodic cell of 504 atoms, Si360O144, from a study of silicon, its oxide and their interface. The atomic structure is a simulated model.
Doubt: the forces sum to 2.92 eV/angstrom along one axis rather than to zero, so they err by at least 0.0058 eV/angstrom per atom on average; the grid cutoff is modest.

Settings: functional PBE; method Gaussian and plane waves; basis set DZVP-MOLOPT-SR-GTH; pseudopotentials GTH-PBE; grid cutoff 350 Ry, relative cutoff 50 Ry; k points Gamma only; occupations fixed; spin none; net charge 0.

Cell vectors (angstrom)
a	16.32	0	0
b	0	16.32	0
c	8.1643	5.9898	33.9941

Atoms and the computed forces on them: element, x, y, z (angstrom), force x, y, z (eV/angstrom)
Si	1.633	14.625	0.098	-0.03	0.032	0.701
Si	3.809	1.481	0.092	0.234	-0.049	0.712
Si	9.759	9.727	33.922	-0.183	0.257	0.734
Si	12.494	12.51	33.935	-0.115	0.197	0.761
Si	1.131	9.785	0.045	0.173	-0.057	0.715
Si	12.131	18.517	33.931	0.069	-0.266	0.671
Si	7.059	14.652	0.023	-0.078	0.215	0.778
Si	9.812	1.071	0.067	-0.114	0.117	0.804
Si	14.74	10.333	33.991	0.071	-0.182	0.746
Si	9.232	7.089	0.137	0.143	-0.09	0.791
Si	7.097	9.364	0.076	-0.287	0.031	0.706
Si	9.196	12.354	0.009	0.284	-0.061	0.706
Si	20.15	21.141	33.988	0.138	-0.172	0.743
Si	14.544	1.731	0.023	0.119	-0.076	0.807
Si	20.558	10.038	33.904	-0.229	0.158	0.723
Si	14.705	7.262	0.184	0.15	-0.324	0.705
Si	12.459	9.394	0.625	-0.094	-0.051	0.643
Si	15.149	11.891	0.094	-0.048	0.17	0.697
Si	2.673	16.269	1.417	0.001	-0.008	-0.017
Si	5.438	2.706	1.281	-0.005	0.011	-0.042
Si	2.723	5.379	1.233	0.01	-0.006	-0.054
Si	5.444	8.15	1.258	0.011	-0.01	-0.042
Si	2.758	10.948	1.266	0.008	0.032	-0.036
Si	5.462	13.606	1.38	0.012	0.003	-0.04
Si	8.21	16.244	1.338	0.011	-0.014	-0.046
Si	10.892	2.78	1.274	0.009	-0.021	-0.045
Si	8.084	5.488	1.395	-0.011	-0.003	-0.06
Si	10.799	8.122	1.564	-0.042	-0.02	-0.02
Si	8.155	10.876	1.487	-0.013	0.01	-0.028
Si	10.846	13.539	1.279	-0.008	-0.011	-0.037
Si	13.535	16.354	1.307	-0.007	0.005	-0.06
Si	16.267	2.731	1.294	0.004	-0.011	-0.066
Si	13.603	5.504	1.314	0.004	0	-0.034
Si	16.37	8.25	1.464	0.004	0.022	-0.069
Si	13.766	10.898	1.715	0.04	0.05	-0.008
Si	16.328	13.51	1.354	-0.001	-0.008	-0.054
Si	1.268	1.333	2.696	-0.008	0.018	0.022
Si	4.066	4.053	2.675	0.006	0.008	0.032
Si	1.404	6.761	2.653	0.024	0.007	0.013
Si	4.072	9.516	2.616	0.004	0.007	0.001
Si	1.401	12.222	2.746	0.005	-0.019	0.024
Si	4.116	14.979	2.745	-0.001	-0.005	0.024
Si	6.82	1.341	2.632	0.001	-0.011	-0.001
Si	9.497	4.083	2.662	0.019	0.01	-0.008
Si	6.747	6.845	2.752	-0.007	0.014	0.033
Si	9.512	9.559	2.866	0.006	-0.008	0.014
Si	6.745	12.216	2.778	-0.003	-0.002	0.022
Si	9.531	14.889	2.733	0.017	0.013	0.017
Si	12.217	1.405	2.706	-0.023	-0.011	0.028
Si	14.974	4.135	2.676	-0.019	-0.003	0.03
Si	12.225	6.738	2.791	0.025	-0.002	0.014
Si	15.088	9.503	2.976	0.007	-0.041	0.045
Si	12.232	12.299	2.761	-0.026	0.018	0.013
Si	14.951	14.972	2.629	-0.006	0.004	0.005
Si	16.275	16.298	4.066	0	-0.003	0.02
Si	2.688	2.697	4.027	0.012	-0.001	-0.01
Si	16.34	5.454	4.055	-0.016	-0.002	0.002
Si	2.744	8.149	4.021	-0.013	0.002	-0.01
Si	16.431	10.907	4.216	0.02	0.008	0.011
Si	2.741	13.609	4.088	-0.015	-0.008	-0.014
Si	5.473	16.348	4.066	-0.004	-0.001	0.001
Si	8.153	2.708	4.022	0.005	0.002	0
Si	5.404	5.431	4.066	-0.013	0.002	-0.013
Si	8.119	8.172	4.14	-0.013	-0.005	-0.011
Si	5.39	10.837	4.084	-0.007	0.008	-0.007
Si	8.144	13.578	4.105	0.015	0.006	-0.02
Si	10.869	16.326	4.061	-0.001	0.003	-0.023
Si	13.613	2.746	4.047	0.014	-0.018	-0.017
Si	10.854	5.385	4.103	0.001	0.002	-0.005
Si	13.599	8.12	4.15	0	0.022	-0.009
Si	10.906	10.922	4.149	0.01	-0.011	-0.005
Si	13.6	13.668	4.072	0.014	-0.009	-0.003
Si	17.653	14.964	16.337	0.008	0.017	-0.002
Si	4.05	17.687	16.275	-0.009	-0.011	-0.015
Si	17.688	4.088	16.333	0.007	0.014	0.001
Si	4.095	6.825	16.369	0.003	0.011	-0.003
Si	17.695	9.523	16.293	-0.011	0.006	-0.009
Si	4.073	12.232	16.296	-0.004	0.013	-0.017
Si	6.823	14.933	16.289	-0.003	-0.007	-0.008
Si	9.542	17.666	16.308	0.017	0.001	-0.017
Si	6.82	4.097	16.328	0.017	-0.01	-0.004
Si	9.527	6.839	16.293	-0.003	-0.004	-0.006
Si	6.79	9.525	16.37	-0.002	0.003	0.007
Si	9.501	12.191	16.358	-0.017	-0.014	0.001
Si	12.243	14.932	16.321	-0.009	0.006	-0.011
Si	14.987	17.666	16.292	-0.013	0.007	-0.01
Si	12.272	4.092	16.279	-0.014	-0.002	-0.012
Si	14.946	6.771	16.289	-0.003	0.009	-0.025
Si	12.217	9.528	16.34	0.008	-0.007	-0.01
Si	14.937	12.243	16.331	-0.002	-0.021	-0.005
Si	19.013	16.359	17.663	0.013	-0.011	0.01
Si	5.41	19.037	17.615	-0.004	0.015	-0.006
Si	19.037	5.465	17.706	-0.007	-0.01	0.029
Si	5.438	8.191	17.775	0.003	-0.005	-0.002
Si	19.06	10.865	17.668	-0.003	-0.009	0
Si	5.456	13.574	17.629	0.003	0	0.01
Si	8.171	16.297	17.649	0.005	-0.006	-0.005
Si	10.949	19.03	17.615	0.008	-0.01	0
Si	8.189	5.497	17.657	0.011	-0.001	0.017
Si	10.893	8.134	17.706	0.016	0.022	-0.003
Si	8.142	10.85	17.776	0	0.017	0.024
Si	10.872	13.567	17.681	0.019	0.01	0.001
Si	13.681	16.25	17.639	-0.006	-0.004	-0.005
Si	16.305	19.047	17.672	-0.014	-0.017	0.003
Si	13.605	5.427	17.69	-0.009	0.006	-0.009
Si	16.296	8.16	17.588	0	-0.006	-0.003
Si	13.522	10.942	17.698	-0.004	-0.005	0.003
Si	16.293	13.588	17.704	-0.01	0.009	-0.006
Si	17.616	17.679	19.05	0.014	-0.022	-0.008
Si	20.412	4.058	19.022	0.001	0.012	0
Si	17.638	6.878	19.007	-0.006	0.003	-0.051
Si	20.382	9.583	19.143	0.042	-0.008	0.006
Si	17.688	12.211	18.995	-0.007	0.015	-0.007
Si	20.444	14.987	18.924	-0.001	0.015	-0.027
Si	6.766	17.665	18.934	-0.017	-0.007	-0.011
Si	9.616	4.128	18.921	0.045	-0.004	-0.041
Si	6.838	6.811	19.096	0.016	0.001	-0.005
Si	9.56	9.468	19.105	-0.022	0	0.001
Si	6.722	12.235	19.104	-0.019	-0.016	-0.036
Si	9.514	14.922	19.014	-0.012	-0.008	-0.012
Si	12.384	17.673	18.923	-0.034	0.057	-0.027
Si	14.983	4.099	19.063	0.026	-0.009	-0.024
Si	12.239	6.747	19.077	-0.031	0.003	-0.003
Si	14.89	9.491	18.901	-0.016	0.002	-0.033
Si	12.193	12.3	19.16	0.025	0.006	-0.012
Si	14.922	14.884	19.132	-0.025	-0.012	-0.007
Si	16.349	16.21	20.437	-0.004	0.009	0.04
Si	18.968	19.083	20.368	0.009	0.036	0.037
Si	16.284	5.541	20.39	-0.011	0.003	0.09
Si	18.935	8.254	20.429	-0.001	-0.008	0.047
Si	16.222	10.853	20.219	-0.023	0.013	0.05
Si	19.128	13.58	20.238	0.059	-0.017	0.056
Si	5.438	16.346	20.35	-0.001	-0.015	0.071
Si	8.129	19.119	20.108	-0.019	0.026	0.014
Si	5.45	5.416	20.403	0.005	-0.012	0.034
Si	8.282	8.063	20.516	0.008	-0.013	0.032
Si	5.398	10.893	20.614	0.027	0.014	0.049
Si	8.079	13.661	20.405	-0.011	0.018	0.049
Si	10.979	16.317	20.188	0.056	-0.044	0.044
Si	13.775	18.925	20.403	0.011	-0.025	0.052
Si	11.016	5.284	20.465	0.028	-0.017	0.052
Si	13.575	8.176	20.352	-0.004	0.004	0.088
Si	10.822	10.91	20.49	-0.021	0.008	0.047
Si	13.507	13.657	20.649	-0.008	0.038	0.082
Si	18.007	15.055	21.616	-0.279	-0.156	-0.693
Si	20.086	17.43	21.568	0.14	0.195	-0.719
Si	17.917	4.457	21.643	-0.125	-0.208	-0.755
Si	20.155	6.644	21.588	0.158	0.074	-0.713
Si	17.262	9.386	21.704	0.286	0.099	-0.709
Si	20.589	12.656	21.823	-0.096	-0.401	-0.738
Si	6.555	14.847	21.789	0.214	0.18	-0.782
Si	9.695	17.895	21.23	-0.059	-0.027	-0.733
Si	7.045	4.183	21.641	-0.222	-0.049	-0.636
Si	9.393	6.314	21.782	0.131	0.298	-0.704
Si	7.089	9.664	21.762	-0.203	-0.126	-0.743
Si	9.14	12.059	21.71	0.208	0.063	-0.737
Si	12.378	15.45	21.872	-0.128	-0.416	-0.689
Si	14.903	17.381	21.824	0.164	0.208	-0.666
Si	12.126	19.839	21.742	0.252	0.442	-0.557
Si	15.12	7.096	21.74	-0.124	-0.197	-0.751
Si	12.45	9.726	21.7	-0.235	-0.12	-0.692
Si	14.732	11.915	21.678	0.054	0.313	-0.712
Si	10.065	9.062	26.915	0.053	-0.021	-0.032
Si	13.68	18.904	26.757	0.002	0.007	-0.035
Si	16.593	11.273	23.95	-0.004	-0.04	-0.087
Si	14.29	16.671	28.744	0.083	-0.081	0.004
Si	7.704	11.093	26.374	0.034	-0.013	-0.059
Si	14.997	5.322	27.105	-0.023	-0.037	-0.072
Si	19.411	15.669	26.054	-0.073	0.018	-0.028
Si	9.287	9.496	30.962	0.002	0.105	0.112
Si	23.116	13.706	31.248	0	-0.052	0.08
Si	22.014	7.762	23.816	0.115	0.038	-0.146
Si	20.188	14.418	30.674	-0.038	-0.008	0.128
Si	11.606	9.779	24.536	0.07	-0.03	-0.052
Si	6.664	19.148	24.462	-0.02	0.014	-0.176
Si	10.345	20.85	28.937	0.182	-0.065	0.01
Si	16.058	8.384	31.958	-0.026	0.075	0.15
Si	18.961	11.716	31.71	0.113	-0.036	0.109
Si	11.711	14.096	26.338	-0.062	0.032	-0.034
Si	10.786	5.822	24.472	0.121	-0.107	-0.213
Si	8.786	20.975	31.248	0.02	-0.067	0.133
Si	21.58	9.313	26.455	0.016	0.094	0.06
Si	8.988	6.374	27.016	-0.015	0.004	-0.094
Si	11.28	14.524	31.931	-0.098	-0.053	0.189
Si	23.635	7.152	31.094	-0.06	0.081	-0.01
Si	9.76	12.311	24.542	-0.021	0.017	0.052
Si	18.599	13.368	24.044	0.075	0.042	-0.125
Si	10.929	16.227	24.55	0.085	0.124	-0.119
Si	8.176	16.58	23.7	-0.124	-0.039	-0.053
Si	21.53	7.632	28.896	-0.091	0.053	-0.041
Si	8.001	15.636	29.372	-0.178	0.043	0.019
Si	11.737	19.348	24.552	0.08	-0.038	-0.022
Si	17.763	20.193	24.571	-0.082	-0.048	-0.019
Si	6.573	5.553	25.499	-0.004	-0.061	-0.06
Si	13.791	6.158	31.946	0.035	-0.017	0.124
Si	21.3	19.099	31.901	-0.039	-0.07	0.196
Si	11.854	9.33	29.266	0.049	-0.055	-0.057
Si	20.78	5.026	27.512	0.005	0.119	-0.022
Si	10.248	13.847	29.034	-0.088	0.052	-0.007
Si	16.527	15.817	26.947	-0.081	0.071	0.078
Si	14.297	13.923	27.49	0.157	0.111	0.055
Si	13.588	16.727	31.858	0.002	0.1	-0.015
Si	15.791	17.892	24.834	0.076	0.04	-0.152
Si	19.232	16.863	32.231	-0.087	-0.024	-0.056
Si	17.103	10.018	29.718	0.088	0.017	0.053
Si	21.972	18.915	28.939	0.076	-0.133	0.092
Si	13.898	6.688	24.625	-0.034	0.11	-0.068
Si	20.195	18.286	24.515	-0.018	-0.156	0.018
Si	14.349	9.745	25.605	0.011	-0.021	-0.099
Si	8.076	11.761	29.332	0.044	0.062	0.09
Si	17.97	5.924	26.795	0.037	0.092	-0.045
Si	12.827	6.245	29.036	-0.095	0.055	0.063
Si	19.048	8.71	27.755	0.09	-0.112	0.038
Si	8.562	18.68	29.47	0.045	0.08	-0.043
Si	14.397	10.911	28.531	-0.054	-0.013	-0.154
Si	21.383	15.905	28.33	0.039	0.082	0.073
Si	1.353	14.963	5.424	0.007	0.005	0.012
Si	4.074	1.367	5.405	-0.006	0.006	0.006
Si	1.362	4.073	5.41	-0.003	0	0.008
Si	4.071	6.8	5.429	-0.001	0.004	0.003
Si	1.437	9.487	5.487	0.002	-0.003	0.009
Si	4.071	12.228	5.451	-0.004	-0.011	0.005
Si	6.805	14.973	5.442	-0.007	-0.002	0.006
Si	9.502	1.359	5.415	0	-0.008	0
Si	6.795	4.07	5.398	0.003	-0.005	0.003
Si	9.506	6.784	5.444	0.016	0.016	0.009
Si	6.761	9.523	5.48	0.001	-0.013	0.012
Si	9.511	12.252	5.484	-0.006	0.003	0
Si	12.245	15.005	5.446	-0.011	0.008	0.003
Si	14.945	1.367	5.423	-0.01	0.008	0.009
Si	12.239	4.053	5.449	0.007	-0.012	0.005
Si	14.981	6.77	5.468	0	0.008	0.005
Si	12.253	9.523	5.473	0.008	-0.011	0.022
Si	14.969	12.282	5.442	-0.01	0.007	0.001
Si	2.722	16.324	6.777	-0.001	-0.005	0.004
Si	5.434	2.723	6.775	-0.005	0.001	-0.005
Si	2.71	5.438	6.785	-0.002	0.012	0
Si	5.421	8.144	6.821	-0.006	0.01	0.002
Si	2.751	10.871	6.844	0.004	-0.023	0.001
Si	5.442	13.601	6.792	0.002	-0.001	0.002
Si	8.159	16.33	6.801	0.001	0.008	-0.002
Si	10.87	2.699	6.796	0.006	-0.011	0.001
Si	8.148	5.419	6.791	-0.004	-0.007	-0.006
Si	10.872	8.153	6.801	0.008	0.006	0.005
Si	8.145	10.882	6.822	0.001	-0.001	0.002
Si	10.885	13.627	6.805	0.001	-0.001	-0.001
Si	13.596	16.347	6.814	0.001	0.008	0.007
Si	16.322	2.719	6.78	0	-0.012	-0.002
Si	13.602	5.416	6.809	0.005	0.002	-0.002
Si	16.339	8.15	6.812	0.002	0.005	0.001
Si	13.622	10.898	6.803	-0.009	-0.01	0.005
Si	16.323	13.62	6.813	0.005	0.003	-0.009
Si	17.686	17.683	8.144	0.007	0.01	-0.005
Si	4.082	4.084	8.142	0.008	0.002	-0.002
Si	17.685	6.789	8.171	-0.007	-0.004	-0.003
Si	4.094	9.513	8.199	-0.001	0.01	0.002
Si	17.678	12.239	8.166	-0.009	-0.013	-0.005
Si	4.077	14.962	8.149	-0.01	-0.009	-0.01
Si	6.791	17.687	8.151	0.003	-0.005	-0.009
Si	9.516	4.069	8.154	0.003	-0.004	-0.009
Si	6.797	6.782	8.158	-0.001	0.009	0
Si	9.513	9.512	8.163	-0.007	-0.015	0.001
Si	6.795	12.252	8.173	0.002	0.003	-0.002
Si	9.521	14.976	8.167	0.001	0.009	0.001
Si	12.228	17.683	8.176	-0.005	-0.003	0.005
Si	14.965	4.065	8.164	-0.01	-0.01	-0.004
Si	12.242	6.795	8.157	0.003	0.004	-0.006
Si	14.975	9.525	8.158	0.008	0.005	0.005
Si	12.243	12.25	8.154	0.007	0.002	-0.005
Si	14.961	14.978	8.164	0.006	-0.004	-0.007
Si	16.329	16.329	9.514	-0.007	0	-0.002
Si	2.728	2.721	9.505	-0.005	0.001	-0.005
Si	16.321	5.433	9.524	0.002	0.006	-0.007
Si	2.717	8.155	9.535	0	0.009	-0.002
Si	16.323	10.88	9.531	-0.002	-0.003	0.005
Si	2.722	13.602	9.518	0.005	-0.001	-0.004
Si	5.44	16.321	9.514	0.004	0.006	-0.002
Si	8.155	2.717	9.521	-0.003	-0.003	-0.001
Si	5.437	5.432	9.521	-0.004	-0.001	-0.005
Si	8.157	8.148	9.516	-0.001	0	0.002
Si	5.448	10.884	9.539	0.002	-0.023	0
Si	8.16	13.611	9.523	0.005	-0.003	-0.005
Si	10.877	16.321	9.536	0.004	0	0.001
Si	13.597	2.721	9.525	0.001	-0.006	-0.001
Si	10.878	5.434	9.514	0	-0.005	-0.001
Si	13.605	8.161	9.511	-0.002	0.004	0.001
Si	10.882	10.882	9.508	-0.003	0.005	-0.003
Si	13.604	13.604	9.516	-0.001	0.005	-0.004
Si	17.683	14.964	10.875	-0.006	0.002	-0.003
Si	4.087	17.686	10.875	-0.006	-0.007	-0.005
Si	17.691	4.077	10.873	0.003	-0.01	0
Si	4.084	6.796	10.882	0	0.001	-0.002
Si	17.68	9.519	10.894	0.001	-0.006	0.004
Si	4.077	12.241	10.888	-0.001	-0.005	-0.002
Si	6.796	14.965	10.886	0.002	0.002	0
Si	9.513	17.68	10.89	0.004	-0.003	-0.001
Si	6.8	4.079	10.885	0.001	0.007	0.001
Si	9.517	6.792	10.877	-0.005	0.008	-0.006
Si	6.806	9.513	10.879	0.009	0.015	0.002
Si	9.522	12.241	10.869	-0.007	-0.001	0.002
Si	12.243	14.954	10.88	-0.003	-0.003	0.006
Si	14.96	17.676	10.871	-0.003	0.007	0.001
Si	12.239	4.084	10.883	0.004	-0.003	-0.001
Si	14.964	6.802	10.878	0.004	-0.006	0.003
Si	12.24	9.521	10.87	0.002	-0.003	0
Si	14.955	12.24	10.881	-0.004	0	0
Si	19.05	16.321	12.23	0.007	0.011	-0.001
Si	5.443	2.723	12.249	0.003	0.001	0.001
Si	19.045	5.439	12.239	0.001	0.004	0.001
Si	5.444	8.157	12.238	-0.001	0.001	0.001
Si	19.039	10.882	12.253	0.002	-0.001	0.002
Si	5.439	13.597	12.248	-0.005	-0.004	0.003
Si	8.16	16.316	12.254	-0.005	0	0.002
Si	10.879	2.722	12.243	-0.001	-0.006	-0.003
Si	8.158	5.441	12.248	0.001	0	0.002
Si	10.874	8.162	12.227	-0.006	-0.005	0
Si	8.161	10.882	12.226	0.01	-0.013	-0.003
Si	10.886	13.588	12.235	0.002	0.002	-0.001
Si	13.603	16.317	12.233	0.008	0.002	0.001
Si	16.326	2.715	12.218	-0.008	-0.01	-0.004
Si	13.603	5.446	12.239	-0.006	0.006	0.008
Si	16.321	8.158	12.251	-0.006	0.011	0.001
Si	13.596	10.874	12.242	-0.005	0.001	0.007
Si	16.318	13.604	12.231	0.004	-0.001	0.006
Si	17.688	17.685	13.577	-0.005	-0.001	-0.006
Si	4.09	4.098	13.608	-0.011	0.001	0.003
Si	17.687	6.795	13.605	0.015	-0.014	0.001
Si	4.09	9.515	13.6	0.006	0	0.003
Si	17.668	12.248	13.601	-0.012	0.007	0.006
Si	4.073	14.955	13.602	-0.007	0.008	0.003
Si	6.8	17.68	13.611	0.006	-0.006	0.009
Si	9.524	4.082	13.604	0.002	0.002	-0.003
Si	6.8	6.808	13.61	-0.001	0.008	0.003
Si	9.508	9.521	13.585	-0.015	0.024	-0.006
Si	6.804	12.229	13.598	0.009	-0.011	-0.003
Si	9.53	14.941	13.598	0.016	-0.012	0.002
Si	12.243	17.673	13.592	-0.008	0.005	-0.001
Si	14.972	4.069	13.578	0.015	-0.008	0.004
Si	12.239	6.815	13.59	-0.008	0.007	0.009
Si	14.958	9.519	13.608	0.005	-0.012	0.005
Si	12.228	12.222	13.607	0	-0.005	0.006
Si	14.958	14.959	13.593	-0.011	0.005	0.003
Si	16.34	16.319	14.933	0.001	0.008	0.006
Si	19.027	2.74	14.936	0.009	-0.011	-0.001
Si	16.323	5.421	14.948	-0.015	-0.006	0.005
Si	19.059	8.151	14.961	-0.005	0.01	0.005
Si	16.312	10.89	14.966	0.005	-0.002	-0.008
Si	19.02	13.605	14.969	-0.003	-0.006	-0.006
Si	5.437	16.308	14.959	0	0.006	0
Si	8.169	2.722	14.968	0.004	0.002	0.003
Si	5.445	5.46	14.984	0.007	0.003	0.006
Si	8.146	8.189	14.964	0.016	0.002	-0.001
Si	5.449	10.869	14.965	-0.007	0	0
Si	8.182	13.567	14.956	0.001	0.006	0
Si	10.893	16.301	14.953	-0.005	0.001	-0.01
Si	13.617	2.709	14.938	-0.004	-0.009	-0.007
Si	10.886	5.456	14.949	-0.002	0.011	0.001
Si	13.587	8.17	14.969	0.002	0.008	0.001
Si	10.854	10.858	14.964	-0.003	-0.015	0.012
Si	13.597	13.59	14.946	0.003	0.005	0.003
O	14.492	9.999	27.192	0.285	-0.477	0.156
O	13.604	10.811	22.127	0.013	-0.061	0.238
O	5.449	13.721	22.211	0.048	-0.047	0.336
O	10.122	6.604	23.214	0.118	0.522	0.153
O	9.933	6.178	25.758	-0.07	-0.168	-0.049
O	23.235	12.526	30.156	-0.52	-0.065	-0.03
O	19.067	5.962	33.509	0.108	0.145	-0.581
O	7.062	15.51	23.207	-0.17	-0.232	0.462
O	10.782	18.916	21.883	-0.133	-0.075	0.306
O	20.756	7.407	22.886	-0.174	0.374	0.124
O	10.881	8.578	33.582	-0.128	-0.182	-0.453
O	12.342	19.513	26.06	-0.265	0.304	0.351
O	20.022	10.773	32.527	0.216	-0.155	-0.254
O	13.32	5.723	30.478	0.045	-0.526	0.062
O	15.549	9.737	32.699	0.152	0.345	-0.235
O	14.429	6.539	23.103	-0.223	-0.355	0.151
O	17.244	20.321	23.048	-0.364	-0.311	-0.031
O	10.965	19.603	33.508	-0.088	-0.064	-0.453
O	9.187	10.164	32.449	-0.409	0.267	-0.09
O	21.643	14.306	33.948	-0.019	-0.03	-0.435
O	21.651	8.88	33.517	0.018	-0.061	-0.519
O	17.534	10.281	23.051	0.312	-0.163	0.151
O	21.167	19.854	27.93	-0.251	-0.181	-0.161
O	9.991	15.058	32.751	-0.197	-0.318	-0.379
O	13.622	11.412	33.448	0.102	0.046	-0.425
O	21.468	8.31	25.211	-0.444	-0.204	0.217
O	12.459	15.6	31.983	-0.094	-0.175	-0.042
O	8.996	21.232	32.816	-0.477	0.624	-0.167
O	7.562	11.781	27.815	-0.432	0.366	-0.091
O	17.805	17.508	32.652	-0.457	-0.296	-0.517
O	11.189	17.824	24.44	-0.072	0.023	-0.01
O	12.247	7.756	29.133	0.145	0.075	0.106
O	20.837	15.695	26.825	0.253	-0.114	-0.107
O	9.96	19.256	28.828	0.519	-0.23	-0.495
O	9.478	7.763	27.672	-0.2	0.1	0.722
O	11.805	13.142	32.596	0.01	-0.263	-0.399
O	19.726	12.52	23.213	0.054	-0.538	0.279
O	13.635	16.432	22.228	0.044	-0.083	0.332
O	13.446	17.811	27.938	-0.579	0.118	0.314
O	15.641	17.793	23.225	0.23	0.004	0.022
O	14.51	21.233	32.675	-0.158	-0.243	-0.318
O	8.59	17.096	29.705	0.266	-0.064	0.35
O	11.92	9.066	23.111	-0.037	-0.237	0.173
O	20.031	9.646	26.843	-0.076	0.681	-0.088
O	12.968	10.447	25.112	0.038	0.607	-0.064
O	19.289	14.333	25.142	0.389	-0.183	0.221
O	8.403	19.437	30.905	-0.246	-0.271	0.447
O	8.321	10.293	29.938	-0.446	-0.354	-0.318
O	19.978	8.138	28.978	-0.372	0.184	0.529
O	19.177	15.523	31.322	-0.478	-0.039	-0.09
O	20.613	17.98	22.99	0.431	0.205	-0.011
O	11.036	9.829	27.951	0.213	0.698	-0.049
O	9.129	14.882	28.507	0.055	0.121	-0.765
O	21.378	5.369	26.043	-0.345	-0.057	-0.383
O	8.871	17.112	22.366	-0.315	-0.129	-0.282
O	22.221	8.549	27.74	0.509	-0.015	0.007
O	22.538	10.544	26.012	-0.03	0.159	-0.408
O	17.712	14.284	23.026	-0.676	-0.165	0.267
O	10.776	13.231	25.364	-0.045	-0.039	-0.065
O	18.141	15.693	27.087	0.189	-0.122	0.601
O	8.774	9.897	26.468	-0.066	-0.189	-0.187
O	15.669	10.389	24.93	0.145	-0.048	0.03
O	19.968	16.429	33.578	-0.051	0.51	0.063
O	20.425	14.895	29.157	-0.236	-0.007	-0.42
O	17.277	7.717	32.758	0.305	0.106	-0.493
O	20.768	20.434	32.648	-0.025	0.411	-0.531
O	9.542	12.906	23.055	-0.082	0.499	-0.062
O	7.255	20.418	25.278	0.522	0.041	0.1
O	7.813	14.883	30.798	0.354	0.113	0.3
O	12.735	19.724	23.289	0.54	0.312	0.14
O	15.793	14.355	26.998	0.254	-0.383	-0.096
O	21.662	14.393	31.327	-0.013	0.186	0.412
O	19.17	5.123	27.525	0.037	-0.529	0.462
O	6.602	8.902	23.124	-0.039	0.215	0.293
O	22.955	15.548	28.508	0.15	-0.128	-0.443
O	11.774	5.123	28.472	0.08	-0.451	-0.425
O	14.097	16.973	30.334	0	0.495	0.05
O	9.164	5.201	28.077	-0.456	-0.225	-0.051
O	11.519	15.656	25.943	0.016	0.355	0.344
O	8.688	7.996	30.965	0.466	-0.246	-0.363
O	16.54	5.633	27.501	0.066	-0.15	0.628
O	16.283	19.487	33.52	0.049	0.092	-0.585
O	23.482	13.039	32.675	0.441	-0.183	-0.315
O	6.49	19.673	22.929	-0.27	-0.067	0.056
O	22.454	18.423	32.815	0.043	0.193	-0.313
O	7.628	5.625	30.674	-0.4	-0.106	-0.329
O	11.32	13.712	27.855	0.23	-0.223	0.192
O	19.429	17.023	25.161	-0.331	-0.031	-0.162
O	12.33	6.281	24.641	-0.063	0.221	0.15
O	14.226	12.495	28.235	-0.021	0.083	0.144
O	12.922	18.042	32.564	0.04	0.508	-0.505
O	16.757	19.126	25.258	0.121	0.233	0.324
O	12.508	6.666	32.778	-0.317	-0.226	-0.203
O	10.487	10.898	24.302	0.041	0.017	-0.136
O	8.209	5.232	22.108	-0.156	0.217	0.139
O	14.193	8.175	25.215	0.255	0.051	0.249
O	18.379	7.501	26.876	-0.263	0.2	-0.424
O	10.847	9.501	30.523	0.209	0.099	0.286
O	14.82	7.382	31.853	-0.232	0.27	0.033
O	21.604	18.696	25.181	-0.074	0.184	0.351
O	23.242	7.079	32.645	-0.067	-0.241	-0.138
O	7.448	6.395	26.559	-0.207	0.247	0.319
O	21.289	17.446	28.821	-0.395	0.122	0.023
O	8.324	12.129	25.288	-0.416	0.277	-0.026
O	14.728	5.65	25.543	0.219	-0.33	-0.185
O	17.813	5.324	25.289	-0.07	0.223	-0.181
O	8.109	16.803	33.531	0.057	-0.102	-0.372
O	14.355	18.161	25.494	-0.163	0.024	-0.164
O	11.574	15.395	23.297	-0.308	-0.178	0.102
O	19.622	12.914	30.838	0.236	-0.062	-0.256
O	13.165	10.284	29.404	0.213	0.065	0.456
O	19.093	5.507	22.09	-0.177	-0.006	0.463
O	21.461	6.061	28.546	0.52	-0.377	0.429
O	20.111	18.047	31.594	-0.289	0.22	-0.288
O	16.312	16.505	25.486	0.258	-0.515	-0.244
O	15.616	12.191	23.023	0.149	0.645	0.284
O	9.335	15.912	24.597	-0.263	-0.508	0.48
O	15.785	10.857	29.35	0.105	0.439	-0.049
O	15.831	16.698	28.152	0.519	0.247	0.067
O	16.236	8.205	22.193	-0.08	-0.018	0.294
O	7.6	17.843	24.515	0.082	-0.081	0.516
O	18.005	12.392	32.806	-0.295	0.199	-0.22
O	16.607	8.689	30.483	-0.15	-0.432	-0.101
O	10.624	20.52	24.364	-0.609	-0.044	0.222
O	16.371	14.241	33.602	0.146	0.067	-0.598
O	17.868	9.611	28.361	-0.195	0.034	-0.141
O	13.779	15.148	28.452	-0.248	-0.265	0.415
O	7.235	18.939	28.56	0.022	0.276	-0.563
O	10.184	21.292	30.487	0.53	0.125	0.411
O	19.028	16.266	22.001	0.135	0.218	0.378
O	10.95	14.343	30.382	0.189	0.281	-0.238
O	14.066	6.279	28.011	0.056	0.562	0.075
O	6.518	6.395	24.111	0.285	-0.31	-0.241
O	14.601	20.091	27.364	0.193	-0.059	0.409
O	22.411	7.772	30.236	-0.269	0.516	0.328
O	13.298	13.793	26.212	0.154	-0.135	-0.574
O	17.593	12.288	24.725	-0.104	-0.269	0.689
O	19.248	19.579	24.602	0.303	0.227	0.119
O	9.532	12.454	29.4	0.302	-0.239	0.239
O	14.836	16.195	32.737	0.227	0.389	-0.416
O	8.113	10.868	22.208	0.15	0.076	0.122
O	18.097	10.831	30.689	-0.161	0.167	-0.197
O	21.854	19.483	30.447	0.055	0.294	-0.168
O	10.972	8.736	25.603	0.2	-0.344	-0.247

Results
total energy: -101655.538 eV
total energy less fixed offsets of O -438.35, Si -107.03 eV per atom: -2.338 eV
